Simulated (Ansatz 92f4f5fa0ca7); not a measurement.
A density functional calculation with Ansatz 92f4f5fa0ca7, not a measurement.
Periodic cell of 224 atoms, Si133O90H1, from a study of silicon, its oxide and their interface. The atomic structure is a simulated model.
Doubt: the cutoff is far below the 930 eV that the study's wrapper takes by default for these files, so forces and energies are approximate.
This geometry differs little from another in the collection (a relaxation step or a small displacement).

Settings: functional PBE; potential files Ansatz PAW; basis plane waves; wave-function cutoff 580 eV; density cutoff ratio 5; exchange-correlation grid ratio 1; k mesh 1 x 1 x 1, Gamma-centred; self-consistency stop 5e-08 eV per atom in the density residual; occupations fixed; spin none; net charge +1 e, with a uniform compensating background and no finite-size correction.

Cell vectors (angstrom)
a	10.938	0	0
b	0	10.938	0
c	0	0	32.3286

Atoms: element, x, y, z (angstrom)
Si	0.4627	-0.5512	24.7625
Si	5.5485	-0.2804	24.9097
Si	2.5742	2.9464	24.9346
Si	8.0526	2.9687	24.6595
Si	0.3474	5.236	24.8269
Si	4.8501	6.0206	24.8194
Si	2.7075	8.2332	25.3052
Si	7.9389	8.5563	24.7039
Si	1.3733	1.2717	26.0897
Si	6.7807	1.4467	26.0249
Si	4.0693	4.2211	26.2036
Si	9.559	4.1329	26.078
Si	1.2757	6.7823	26.3579
Si	6.7682	6.8938	26.0058
Si	4.1634	9.5962	26.4607
Si	9.582	9.5764	26.0872
Si	2.7137	0.0569	27.6088
Si	8.1989	0.0657	27.4568
Si	-0.0181	2.7003	27.4732
Si	5.4555	2.7748	27.5027
Si	2.7118	5.4678	27.6409
Si	8.1686	5.5081	27.4528
Si	-0.091	8.2279	27.5775
Si	5.5395	8.1491	27.614
Si	4.1018	1.3673	28.9103
Si	9.5708	1.3673	28.9103
Si	1.3673	4.1018	28.9103
Si	6.8362	4.1018	28.9103
Si	4.1018	6.8362	28.9103
Si	9.5708	6.8362	28.9103
Si	1.3673	9.5708	28.9103
Si	6.8362	9.5708	28.9103
Si	0	0	30.2776
Si	5.469	0	30.2776
Si	2.7345	2.7345	30.2776
Si	8.2035	2.7345	30.2776
Si	0	5.469	30.2776
Si	5.469	5.469	30.2776
Si	2.7345	8.2035	30.2776
Si	8.2035	8.2035	30.2776
Si	1.3673	1.3673	31.6448
Si	6.8362	1.3673	31.6448
Si	4.1018	4.1018	31.6448
Si	9.5708	4.1018	31.6448
Si	1.3673	6.8362	31.6448
Si	6.8362	6.8362	31.6448
Si	4.1018	9.5708	31.6448
Si	9.5708	9.5708	31.6448
Si	2.7345	0	0.6835
Si	8.2035	0	0.6835
Si	0	2.7345	0.6835
Si	5.469	2.7345	0.6835
Si	2.7345	5.469	0.6835
Si	8.2035	5.469	0.6835
Si	0	8.2035	0.6835
Si	5.469	8.2035	0.6835
Si	4.1018	1.3673	2.0507
Si	9.5708	1.3673	2.0507
Si	1.3673	4.1018	2.0507
Si	6.8362	4.1018	2.0507
Si	4.1018	6.8362	2.0507
Si	9.5708	6.8362	2.0507
Si	1.3673	9.5708	2.0507
Si	6.8362	9.5708	2.0507
Si	0	0	3.418
Si	5.469	0	3.418
Si	2.7345	2.7345	3.418
Si	8.2035	2.7345	3.418
Si	0	5.469	3.418
Si	5.469	5.469	3.418
Si	2.7345	8.2035	3.418
Si	8.2035	8.2035	3.418
Si	1.2995	1.4179	4.7339
Si	6.8917	1.3474	4.8763
Si	4.1924	4.0265	4.7227
Si	9.5504	4.0953	4.8555
Si	1.3493	6.8558	4.7906
Si	6.8625	6.7865	4.7438
Si	4.1221	9.5639	4.735
Si	9.6284	9.5414	4.8448
Si	2.8696	0.1783	5.9781
Si	8.2337	-0.1004	6.2837
Si	-0.0622	2.6533	6.2442
Si	5.6105	2.8368	6.258
Si	2.7153	5.3435	5.9317
Si	8.2436	5.5502	6.2496
Si	0.1177	8.2305	6.3294
Si	5.4154	8.0993	6.0347
Si	3.8671	1.7786	7.3618
Si	9.9498	0.9081	7.6203
Si	1.5771	3.8984	7.3577
Si	6.6118	4.5243	7.6689
Si	4.193	6.5048	7.2538
Si	9.3276	7.1721	7.6248
Si	1.5303	9.9133	7.4352
Si	6.8899	9.2094	7.4146
O	10.9779	5.9002	23.3501
O	4.5074	0.0287	23.6674
O	8.0531	8.1817	8.0524
O	2.7163	2.8241	7.9201
O	7.1595	4.0817	23.823
O	1.675	9.2641	24.4913
O	5.3521	5.5615	7.9506
O	0.3272	-0.0689	8.0601
O	7.0631	4.1894	9.2307
O	5.7427	9.704	8.5528
O	9.9546	6.5097	9.0108
O	2.911	9.5768	8.8084
O	4.3122	1.0016	8.7618
O	1.033	4.7472	8.6551
O	9.2683	1.2821	9.0674
O	3.2037	6.9515	8.5225
O	7.3759	6.2299	22.1734
O	8.8534	2.1361	23.4809
O	5.0899	5.5086	23.2785
O	3.3131	2.409	23.5601
O	10.9046	-0.2457	23.2162
O	3.7274	7.2084	24.4775
O	1.4372	4.0477	24.4684
O	6.734	9.6468	24.3241
Si	14.6129	1.06	22.7228
Si	-1.3036	2.5882	22.1196
Si	0.6971	11.5351	22.014
Si	11.5859	0.7264	14.9188
Si	5.7168	-0.6765	11.9214
Si	11.6381	15.7272	12.6015
Si	9.3489	1.5176	10.6838
Si	5.2547	4.0266	19.9453
Si	9.7932	8.0181	13.4467
Si	10.3861	-2.9796	16.3991
Si	10.7932	5.2457	9.6438
Si	-0.3032	5.4496	21.8118
Si	8.4946	-1.2741	11.4427
Si	8.772	5.0185	13.162
Si	7.2131	3.5082	15.5358
Si	12.2488	6.0278	15.3245
Si	5.6723	5.6423	17.2851
Si	4.4511	10.4098	9.2284
Si	13.3857	1.4405	18.6545
Si	9.6517	0.7603	19.8017
Si	-1.1312	2.239	16.9227
Si	12.6088	9.8611	17.1582
Si	5.1428	1.1025	20.0021
Si	3.5617	7.7275	16.3914
Si	12.9957	4.1018	19.9821
Si	-3.6201	9.6613	19.712
Si	8.3947	7.4367	21.8317
Si	2.5219	2.3926	13.3479
Si	5.6196	-1.4608	14.7988
Si	2.6817	8.0264	9.5881
Si	-3.5758	-2.6669	16.9699
Si	0.8042	11.5758	11.9742
Si	6.4767	4.975	22.6312
Si	1.552	-7.1595	17.1596
Si	11.1014	8.8096	10.9156
Si	5.3794	1.4027	14.0318
Si	8.1483	4.0373	10.4317
O	8.1431	2.5425	11.0689
O	5.6245	-1.7208	13.173
O	9.8344	1.5506	18.3953
O	3.6583	-6.6648	20.3062
O	-1.3901	8.9569	10.3915
O	0.0629	0.1786	20.5591
O	1.0682	7.9932	9.8165
O	15.0207	2.3812	13.7974
O	17.8877	-1.2171	10.9848
O	12.4922	0.1362	18.245
O	10.9252	6.412	16.226
O	10.2986	-2.3696	14.8812
O	7.8925	4.4368	14.3793
O	13.25	12.1512	12.222
O	6.7754	6.7646	16.9214
O	11.1161	11.1498	13.434
O	12.9351	4.6526	15.8623
O	19.6553	-0.5076	19.4657
O	0.2723	13.103	22.2666
O	5.8841	0.8193	12.574
O	5.657	2.5313	19.3739
O	-1.9889	1.8011	20.8608
O	5.106	0.0911	14.9942
O	7.9658	5.0546	11.7092
O	12.5042	2.0617	14.6363
O	6.1365	4.1371	21.2985
O	1.7253	4.7092	18.4986
O	0.9105	10.2516	11.0362
O	3.8566	0.7354	19.0666
O	11.3388	8.8666	17.3447
O	11.4921	5.4792	11.1136
O	10.8909	12.751	11.1828
O	3.0203	-1.9996	17.3668
O	6.0517	4.3575	16.3271
O	-2.2593	8.1728	23.2739
O	1.0054	16.8535	13.7346
O	10.166	4.1449	12.983
O	5.7152	5.128	18.8331
O	9.5781	4.1915	21.8546
O	4.2158	6.3954	17.0896
O	3.5104	7.8968	10.9897
O	4.4815	-0.6019	10.8452
O	7.6379	8.4852	20.8153
O	1.8354	2.4368	19.8484
O	8.9516	-2.8969	17.1132
O	-1.1519	6.7499	21.2166
O	-2.3498	-1.9707	12.9019
O	8.9819	0.2464	11.61
O	-0.6643	12.0648	15.8059
O	4.6098	8.3768	15.3686
O	8.3537	2.8915	16.5468
O	2.3244	-3.6661	15.4569
O	-4.7524	10.7893	20.1033
O	9.6469	4.1012	9.7695
O	13.4528	2.4507	17.3472
O	2.3101	0.3851	22.1138
O	11.0321	8.0898	12.3695
O	6.526	2.2689	14.752
O	-1.7891	6.5389	13.5699
O	-0.0231	3.4243	16.9664
O	11.989	4.9247	21.0049
O	4.6568	1.4619	21.5082
O	7.0108	-1.7668	15.6307
O	12.5154	-0.3937	15.6639
O	6.8006	-1.9322	18.3131
O	12.9221	3.7784	12.6601
H	3.8234	6.9543	11.1848

Results
free energy: -135753.245 eV
free energy less fixed offsets of H -15.97, O -568.88, Si -635.61 eV per atom: -1.945 eV

Forces (eV/angstrom), in the order of the atoms: element, x, y, z
Si	0.0749	-0.1042	-0.107
Si	0.0747	-0.0882	-0.1107
Si	-0.0677	0.0999	-0.081
Si	0	-0.001	-0.047
Si	0.0787	-0.0871	0.0096
Si	-0.1216	0.0925	-0.0552
Si	-0.0101	0.0296	-0.0903
Si	-0.064	0.0687	-0.0559
Si	-0.0059	0.0304	-0.0017
Si	-0.003	0.0162	-0.0136
Si	-0.0404	0.0019	0.0056
Si	0.0212	-0.0331	-0.0049
Si	-0.0038	-0.0336	-0.0408
Si	0.0266	0.0227	-0.0192
Si	0.0136	-0.0038	-0.0151
Si	-0.0451	0.0126	-0.0059
Si	-0.0024	-0.0374	-0.0493
Si	-0.0091	-0.0122	-0.0036
Si	-0.018	0.0246	-0.0245
Si	0.0216	0.0029	-0.0237
Si	0.0109	0.0211	-0.0636
Si	0.0078	-0.0171	-0.0245
Si	0.0346	-0.018	-0.0335
Si	-0.0034	0.0124	-0.0397
Si	0.1029	0.5586	0.1718
Si	-0.0938	0.0815	-0.2522
Si	-0.3375	-0.569	0.1301
Si	0.1092	0.1637	-0.3859
Si	0.1494	-0.0828	0.5128
Si	-0.625	-0.1023	0.065
Si	-0.2164	0.0202	0.0728
Si	0.5172	0.2553	-0.0754
Si	-0.02	-0.0701	0.0058
Si	0.0635	0.0285	-0.0674
Si	0.0103	0.0087	0.049
Si	0.0751	0.0084	-0.0515
Si	-0.0755	-0.1542	-0.0559
Si	-0.0875	0.0034	0.0353
Si	0.0743	-0.021	-0.0264
Si	0.0662	0.0546	0.052
Si	0.055	0.0257	-0.0243
Si	-0.0545	-0.0076	-0.0279
Si	-0.0031	-0.0086	-0.0008
Si	-0.0143	0.07	-0.0005
Si	0.0207	0.0259	-0.04
Si	-0.0325	0.019	-0.0266
Si	-0.064	0.0358	-0.0228
Si	0.0014	-0.0358	-0.0018
Si	0.0414	-0.0389	0.0162
Si	0.0073	0.0029	-0.0108
Si	0.0012	-0.0321	0.0252
Si	0.011	-0.0021	0.0247
Si	-0.0029	0.0154	0.0029
Si	0.0379	-0.0318	0.0065
Si	0.0198	0.0174	0.0279
Si	-0.0123	-0.0567	0.0273
Si	-0.1155	-0.0204	-0.0185
Si	-0.0227	-0.0362	0.0322
Si	0.1219	0.0925	0.0319
Si	-0.0971	0.0406	-0.0421
Si	-0.0145	-0.0057	0.049
Si	-0.0845	-0.0351	-0.0095
Si	0.031	-0.0292	-0.0012
Si	0.097	0.1646	0.0399
Si	-0.224	-0.1781	-0.1169
Si	0.4098	0.2384	0.139
Si	0.1145	-0.1372	-0.369
Si	-0.0247	-0.0223	0.4175
Si	-0.2686	-0.0369	0.3169
Si	0.2231	-0.229	-0.5397
Si	-0.2381	0.0787	-0.0921
Si	0.3546	-0.0657	0.1243
Si	0.1279	-0.0526	0.0858
Si	0.0019	-0.0159	0.0107
Si	0.0086	-0.0171	0.0215
Si	0.0253	-0.0131	0.047
Si	-0.0346	-0.0602	0.0132
Si	0.0155	0.016	0.0391
Si	0.0155	0.0201	0.0092
Si	-0.0406	-0.0087	-0.0337
Si	-0.2685	-0.1282	-0.1256
Si	0.015	0.0318	-0.0752
Si	-0.0366	0	-0.0364
Si	0.0346	0.0418	-0.0325
Si	-0.0038	0.0174	-0.0357
Si	-0.0352	-0.0145	0.0011
Si	0.0711	0.0155	-0.0747
Si	0.0137	0.0093	-0.1621
Si	-0.0511	0.0233	0.2586
Si	0.032	-0.0548	0.099
Si	0.1386	-0.0964	0.0832
Si	-0.071	0.0445	-0.012
Si	-0.0875	-0.0778	0.2136
Si	-0.0772	0.0034	0.073
Si	-0.5188	0.3743	-0.5325
Si	0.0583	0.0113	0.1797
O	0.0146	0.0037	0.0727
O	0.0251	0.024	0.0697
O	-0.0075	-0.0054	-0.0757
O	-0.0507	0.0817	-0.1284
O	-0.009	0.0013	0.0868
O	-0.0146	0.0014	0.1411
O	0.0335	-0.0031	-0.0737
O	0.0723	-0.0094	-0.1208
O	0.0003	0.0021	-0.0378
O	-0.0204	-0.0378	-0.0914
O	0.0183	0.0141	-0.0745
O	0.4294	-0.3306	0.5043
O	-0.0357	-0.1364	-0.0544
O	-0.0473	0.0232	-0.0443
O	0.0256	-0.0063	-0.038
O	-0.0234	0.2312	-0.0844
O	-0.0176	-0.0051	0.0645
O	0.0055	0.0049	0.0973
O	0.0093	-0.0033	0.0657
O	0.0014	-0.0173	0.0543
O	-0.0018	-0.0023	0.105
O	0.0184	-0.0138	0.1141
O	-0.0204	0.0276	0.1172
O	-0.0006	0.0229	0.1487
Si	0.0459	-0.0124	-0.0726
Si	-0.0418	0.0185	-0.1372
Si	-0.0184	0.0427	-0.1306
Si	-0.0323	0.0084	0.1052
Si	0.0874	0.0078	0.2085
Si	-0.022	-0.0625	0.2176
Si	0.0111	0.0219	0.196
Si	-0.022	-0.0725	-0.052
Si	-0.0198	0.002	0.1407
Si	0.0164	0.0043	0.0474
Si	0.0263	-0.0498	0.0969
Si	-0.0297	-0.0481	-0.143
Si	0.0211	-0.0079	0.2128
Si	0.0294	0.0046	0.1849
Si	0.0271	-0.0136	0.0896
Si	-0.0122	-0.0206	0.1017
Si	0.014	-0.0029	0.1211
Si	0.1267	0.1745	0.2717
Si	0.0561	0.0278	0.0266
Si	-0.0627	-0.0046	0.0059
Si	0.0303	-0.0149	0.099
Si	-0.0318	0.0264	0.057
Si	0.0484	-0.0215	-0.0765
Si	-0.0059	-0.0034	0.0767
Si	0.006	0.0231	-0.013
Si	0.0293	0.0739	0.0247
Si	-0.0189	-0.0018	-0.1387
Si	-0.0054	-0.0244	0.1076
Si	0.0149	0.0021	0.1415
Si	0.1032	-0.1499	0.3303
Si	-0.0106	0.0303	0.1172
Si	-0.0161	0.008	0.1731
Si	0.0454	-0.0609	-0.097
Si	-0.0064	-0.0144	0.0857
Si	-0.1185	0.0874	0.3124
Si	-0.0063	0.0077	0.1237
Si	-0.0276	-0.0106	0.1529
O	0.0088	0.002	-0.1045
O	-0.0228	0.0025	-0.0874
O	0.0021	0.0076	-0.0341
O	-0.0003	0.005	0.0275
O	0.0336	0.0144	-0.063
O	0.0436	-0.0126	0.0471
O	0.3317	0.0864	-0.1598
O	0.0071	0.008	-0.0485
O	-0.0389	0.0101	-0.0756
O	0.0048	-0.0304	-0.0242
O	0.0028	0.014	-0.0345
O	-0.0091	-0.0081	-0.062
O	-0.0053	-0.0044	-0.0671
O	-0.0283	0.0052	-0.051
O	0.0008	-0.0197	-0.0461
O	0.0286	0.0003	-0.0865
O	-0.0013	0.0135	-0.0507
O	0.0121	-0.0084	-0.0031
O	0.0381	-0.0495	0.0754
O	-0.0081	-0.0368	-0.0973
O	-0.0194	0.0144	0.0308
O	0.0264	0.0002	0.0473
O	0.0003	-0.008	-0.0516
O	-0.014	-0.0075	-0.1354
O	0.0134	-0.0026	-0.0586
O	0.0166	0.0173	0.0687
O	-0.0029	-0.0157	-0.0466
O	0.0228	-0.0844	-0.1147
O	-0.0306	0.0103	-0.0079
O	-0.003	-0.0124	-0.0183
O	-0.0303	0.0234	-0.1599
O	-0.0409	-0.0121	-0.0949
O	0.0112	-0.0192	-0.0224
O	-0.0074	0.0056	-0.0512
O	0.0052	0.0168	0.1076
O	-0.0045	0.008	-0.0896
O	0.0348	0.0238	-0.0842
O	-0.0004	0.0293	-0.0485
O	0.0127	0.0201	0.0415
O	0	0.0049	-0.0273
O	0.2844	-1.5665	0.0819
O	-0.0828	0	-0.2443
O	0.0211	-0.0279	0.0467
O	-0.005	0.004	0.0138
O	-0.0082	-0.0094	-0.024
O	-0.0072	0.0239	0.0671
O	-0.0048	0.0219	-0.1247
O	0.0176	0.0002	-0.1283
O	0.0107	-0.0063	-0.0675
O	0.0047	0.0133	-0.0699
O	-0.0335	0.0212	-0.0491
O	0.0128	-0.0012	-0.0549
O	-0.0127	-0.0144	0.0038
O	0.0228	0.0021	-0.0573
O	-0.0099	0.0041	-0.0237
O	0.0089	-0.013	0.0456
O	0.0353	0.0198	-0.168
O	-0.0162	-0.0126	-0.0498
O	-0.0134	-0.0126	-0.0723
O	-0.0008	0.0086	-0.0308
O	0.0077	0	0.0305
O	-0.0316	0.015	0.0803
O	-0.021	0.0116	-0.0749
O	0.0132	-0.0077	-0.0341
O	-0.0212	-0.034	-0.0703
O	-0.0065	0.0323	-0.0717
H	-0.4816	1.6103	-0.311

The program warned: the cutoff lies below the one the program advises for these potential files; the exchange-correlation potential is rough where the density is thin.
